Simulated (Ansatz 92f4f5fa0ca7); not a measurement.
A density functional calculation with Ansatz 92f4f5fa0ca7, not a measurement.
Periodic cell of 226 atoms, Si133O92B1, from a study of silicon, its oxide and their interface. The atomic structure is a simulated model.
Doubt: the cutoff is far below the 930 eV that the study's wrapper takes by default for these files, so forces and energies are approximate.
This geometry differs little from another in the collection (a relaxation step or a small displacement).

Settings: functional PBE; potential files Ansatz PAW; basis plane waves; wave-function cutoff 580 eV; density cutoff ratio 5; exchange-correlation grid ratio 1; k mesh 1 x 1 x 1, Gamma-centred; self-consistency stop 5e-08 eV per atom in the density residual; occupations fixed; spin none; net charge -1 e, with a uniform compensating background and no finite-size correction.

Cell vectors (angstrom)
a, 10.938, 0, 0
b, 0, 10.938, 0
c, 0, 0, 31.9494

Atoms and the computed forces on them: element, x, y, z (angstrom), force x, y, z (eV/angstrom)
Si, 10.627, 0.0009, 24.4267, -0.0027, 0.0001, 0.0016
Si, 5.0746, 0.1269, 24.6726, -0.0005, 0.0012, 0.0017
Si, 2.8189, 2.2939, 24.54, 0.0018, -0.0004, 0.0018
Si, 8.5698, 2.4358, 24.5681, 0.001, -0.0012, 0.0008
Si, 10.7046, 5.5879, 24.3456, 0.0002, 0.0026, 0.0002
Si, 5.1574, 5.6149, 24.4605, -0.002, 0.0002, 0.0025
Si, 2.9874, 7.9525, 24.4136, 0.0004, -0.0023, 0.0003
Si, 8.4139, 7.831, 24.4259, 0.0016, -0.0002, 0.0031
Si, 1.2921, 1.1309, 25.8517, 0.0014, 0.0007, 0.001
Si, 6.8162, 1.3285, 25.7483, -0.0006, -0.0001, 0.0007
Si, 3.9841, 4.0105, 25.7419, 0.0005, -0.0004, -0.0001
Si, 9.6868, 4.0207, 25.8613, 0.0002, -0.0001, 0.001
Si, 1.3379, 6.7937, 25.6788, -0.0011, -0.0005, 0.0006
Si, 6.8031, 6.7226, 25.7641, 0.0005, 0, -0.0003
Si, 4.0011, 9.4668, 25.9646, -0.0003, 0.0014, 0.0016
Si, 9.4828, 9.4397, 25.81, -0.0003, -0.0001, 0.0003
Si, 2.636, -0.1351, 27.3036, 0, -0.0008, 0.0004
Si, 8.1408, -0.0667, 27.1577, 0.0012, 0, -0.0011
Si, 0.0782, 2.6543, 27.2264, -0.0006, -0.0009, 0.0001
Si, 5.4524, 2.7197, 27.1238, -0.0005, -0.0001, -0.0005
Si, 2.6663, 5.4157, 27.1234, 0.0001, 0.0003, -0.0007
Si, 8.1927, 5.3684, 27.1479, -0.0006, -0.0002, 0.0008
Si, 0.0119, 8.1512, 27.1445, 0.0007, 0.0006, -0.0002
Si, 5.5104, 8.1421, 27.197, -0.0002, -0.0003, 0.0004
Si, 4.0897, 1.3242, 28.5129, -0.0001, -0.0001, -0.0001
Si, 9.5464, 1.315, 28.5234, -0.0001, 0, 0.0006
Si, 1.391, 4.0646, 28.5848, -0.0003, 0.0005, -0.001
Si, 6.8097, 4.0583, 28.5389, 0.0004, 0.0002, 0.0004
Si, 4.082, 6.7751, 28.5064, 0.0001, -0.0001, 0.0012
Si, 9.5629, 6.7768, 28.4993, -0.0002, -0.0003, 0.001
Si, 1.2934, 9.4773, 28.6453, 0.0001, 0.0001, -0.0024
Si, 6.8268, 9.5358, 28.5803, -0.0007, -0.0002, -0.0007
Si, -0.0397, -0.0222, 29.9513, 0.0012, 0.0014, 0.0001
Si, 5.4545, -0.015, 29.9193, -0.0009, 0.0003, 0
Si, 2.777, 2.7118, 29.9211, -0.0001, -0.0022, 0
Si, 8.1894, 2.7027, 29.8952, 0.0005, 0.0009, -0.0006
Si, -0.0135, 5.4379, 29.9153, -0.0009, 0.0006, 0
Si, 5.46, 5.4457, 29.9061, 0.0007, 0.0004, -0.0007
Si, 2.7383, 8.141, 29.9309, 0.0013, -0.0001, -0.0001
Si, 8.2287, 8.172, 29.8991, 0.0004, -0.0017, 0
Si, 1.3731, 1.3708, 31.2765, -0.0008, 0.0003, 0.0003
Si, 6.8285, 1.3671, 31.2838, 0.0002, 0.0004, -0.0002
Si, 4.1224, 4.0835, 31.3002, 0.0002, 0.0019, -0.0002
Si, 9.5491, 4.0806, 31.2806, 0.0002, -0.0007, 0.0003
Si, 1.3609, 6.808, 31.3008, 0.0004, -0.0004, 0
Si, 6.8352, 6.8385, 31.2648, -0.0007, 0.0001, 0.0006
Si, 4.0894, 9.5568, 31.2865, 0, -0.0008, 0.0005
Si, 9.557, 9.5416, 31.3108, 0.0001, 0.0001, 0.0004
Si, 2.7412, 0.013, 0.7074, 0.0001, 0.0007, -0.0008
Si, 8.2101, 0.0165, 0.6939, -0.0008, -0.0006, 0.0003
Si, 0.0175, 2.7515, 0.7062, 0.0011, 0.0004, -0.0007
Si, 5.4948, 2.7492, 0.7355, -0.0001, -0.0015, 0.0008
Si, 2.7475, 5.4589, 0.706, -0.0002, -0.001, 0
Si, 8.2074, 5.4914, 0.6978, 0.0001, -0.0002, -0.001
Si, 0.0217, 8.213, 0.7357, -0.0009, -0.0002, 0.0006
Si, 5.4883, 8.2211, 0.7075, 0.0006, -0.0002, -0.0002
Si, 4.104, 1.3912, 2.089, -0.0002, -0.0006, 0.0004
Si, 9.6126, 1.3562, 2.0633, 0.0017, -0.0009, -0.0002
Si, 1.364, 4.1445, 2.0896, -0.003, 0.0009, -0.0003
Si, 6.8494, 4.1552, 2.0899, 0.0004, 0.0021, -0.0008
Si, 4.1087, 6.8504, 2.0619, 0.0016, 0.0008, -0.0002
Si, 9.5874, 6.8433, 2.0939, 0.0001, -0.0008, 0.0004
Si, 1.3777, 9.6176, 2.1013, 0.0027, -0.0003, 0.0003
Si, 6.8451, 9.6292, 2.0672, -0.0015, -0.0001, -0.0002
Si, 0.0428, 0.0527, 3.5201, -0.0034, 0, -0.0015
Si, 5.4915, 0.0466, 3.4658, 0.0021, 0.0004, -0.0006
Si, 2.7203, 2.7716, 3.4372, 0.0023, 0.0005, 0
Si, 8.2876, 2.7926, 3.3704, -0.0015, -0.0026, 0.0019
Si, 0.035, 5.5219, 3.5087, 0.0021, -0.0012, -0.0036
Si, 5.466, 5.5239, 3.4744, 0.0004, -0.0005, 0.001
Si, 2.7461, 8.2271, 3.4236, -0.0012, 0.0008, -0.0002
Si, 8.2509, 8.2953, 3.4064, -0.0005, 0.003, -0.0001
Si, 1.3622, 1.5037, 4.9041, 0.0021, 0.0013, 0.0019
Si, 6.925, 1.4806, 4.7328, 0.0005, -0.0005, -0.0012
Si, 4.0205, 4.1764, 4.8133, 0.0017, 0.0023, 0.0027
Si, 9.6514, 4.0601, 4.8287, -0.0046, 0.0056, -0.0016
Si, 1.4054, 6.9434, 4.883, 0.003, 0.0013, 0.0033
Si, 6.8539, 6.9966, 4.7506, -0.0032, 0.0011, -0.0039
Si, 4.102, 9.58, 4.7937, -0.0011, 0.0001, -0.0018
Si, 9.6315, 9.5778, 4.8722, 0.0015, -0.003, -0.0026
Si, 2.7736, 0.0556, 6.1342, -0.0007, 0.001, -0.0003
Si, 8.3195, 0.1478, 6.1099, -0.0053, 0.0009, -0.0063
Si, 0.1547, 2.9535, 6.4256, -0.0084, -0.0159, -0.0076
Si, 5.5196, 2.845, 6.0593, -0.0012, 0.0028, -0.0005
Si, 2.6159, 5.4734, 6.2652, -0.0099, -0.008, -0.0019
Si, 8.3026, 5.6104, 5.9548, 0.0016, -0.0073, 0.0029
Si, 0.0775, 8.2884, 6.3841, 0.0027, -0.0013, 0.0017
Si, 5.4821, 8.2944, 6.2262, 0.0033, 0.0025, -0.0058
Si, 4.4373, 1.1973, 7.3366, 0.0007, 0.0007, -0.0044
Si, 9.8705, 1.2263, 7.6016, 0.006, -0.0019, 0.0109
B, 1.1798, 4.5325, 7.566, 0.0197, 0.0248, 0.0056
Si, 6.6558, 4.564, 7.206, 0, 0.0003, -0.0019
Si, 4.2759, 6.6644, 7.5106, -0.0008, -0.0076, 0.0078
Si, 9.8534, 6.5232, 7.5168, -0.0026, 0.005, -0.0062
Si, 1.2933, 9.9564, 7.6878, -0.0017, -0.0032, -0.0017
Si, 6.7245, 9.9655, 7.4001, -0.0027, 0.0007, 0.0065
O, 9.5857, 1.2387, 23.9803, 0.0008, -0.0003, -0.0009
O, 4.1055, 6.803, 23.9446, 0.0008, 0.0002, -0.0008
O, 4.0092, 1.2401, 24.0348, -0.0001, -0.0002, -0.001
O, 9.5329, 6.7007, 23.8974, 0, -0.0006, -0.0008
O, 0.0951, 5.4576, 7.9688, 0.0063, -0.0074, -0.0023
O, 5.5833, 0.1323, 7.9279, 0.0022, -0.002, 0.001
O, 0.0901, 0.1087, 8.1317, -0.0023, 0.0047, -0.0026
O, 5.5478, 5.628, 7.8458, -0.0021, 0.0013, -0.0004
O, 7.6208, 3.9818, 8.3927, 0.0021, -0.0034, 0.0051
O, 8.8378, 6.9871, 8.7821, -0.0039, 0.0029, 0.0066
O, 2.1966, 9.471, 9.032, 0.0025, -0.0009, 0.0029
O, 8.9046, 1.6927, 8.9137, -0.001, 0.0015, -0.001
O, 7.637, 9.4005, 8.6645, -0.0001, 0.0009, -0.0001
O, 3.6007, 1.8666, 8.5798, -0.0012, 0.0025, 0.0034
O, 3.5948, 7.2182, 8.9438, -0.0009, 0.0017, 0.0005
O, 1.9653, 4.0436, 8.6999, 0.0017, -0.0052, 0.0078
O, 8.1426, 3.4845, 23.3536, -0.0008, 0.0007, -0.0016
O, 0.4442, 4.9303, 22.9563, 0.0009, -0.0017, -0.0021
O, 1.9029, 2.7396, 23.2417, -0.0016, 0.0009, -0.0024
O, 5.834, 4.911, 23.1222, 0.0013, -0.001, -0.0024
O, 5.5194, 9.9997, 23.4984, 0.0007, -0.001, -0.0021
O, 2.4444, 8.6859, 23.0213, -0.001, 0.0012, -0.0019
O, 0.1905, 10.0684, 23.0855, 0.0015, -0.0011, -0.0023
O, 7.7789, 8.5728, 23.0781, -0.0013, 0.001, -0.0025
Si, 8.6558, 7.705, 18.4353, 0, -0.0001, 0.0008
Si, 8.7748, 6.3595, 13.6278, -0.0001, 0, -0.0027
Si, 3.7855, 1.5427, 14.6588, 0.0001, -0.0004, -0.0019
Si, 2.1309, 5.7441, 17.6132, -0.0001, -0.0002, 0.0004
Si, 2.4107, 3.1461, 19.4923, 0, -0.0002, 0.002
Si, 9.8163, 9.0274, 12.069, -0.0001, -0.0001, -0.0033
Si, 1.3306, 9.418, 22.0809, -0.0001, -0.0001, 0.0034
Si, 9.1769, 0.9675, 13.1845, 0.0001, -0.0004, -0.0025
Si, 1.409, 5.0628, 13.0105, 0.0004, 0.0002, -0.0026
Si, 1.8, 8.2581, 12.794, 0.0002, -0.0001, -0.003
Si, 6.6475, 9.5556, 22.4308, 0.0005, -0.0001, 0.0032
Si, 4.5165, 4.595, 15.6705, 0.0001, 0.0002, -0.0016
Si, 8.1934, 3.0282, 9.5478, -0.0024, 0.0033, -0.0065
Si, 0.8418, 8.2459, 19.2573, 0, 0.0002, 0.0019
Si, 6.9492, 1.3504, 21.0898, 0.0002, -0.0002, 0.0022
Si, 8.2673, 8.26, 9.6391, 0.0022, -0.004, -0.0051
Si, 10.8756, 5.2102, 15.598, -0.0001, -0.0001, -0.0013
Si, 7.566, 9.507, 16.3038, 0, -0.0001, -0.0011
Si, 9.9296, 2.0588, 20.294, 0.0001, 0, 0.0025
Si, 3.2311, 8.5122, 9.8914, -0.0011, 0.0007, -0.0039
Si, 6.6846, 3.3571, 17.3955, 0.0001, -0.0002, 0.0001
Si, 1.1647, 0.2086, 19.8027, 0.0001, -0.0001, 0.0019
Si, 3.1923, 2.8282, 12.2188, -0.0002, 0.0007, -0.0023
Si, 7.2117, 5.4, 19.6805, 0.0001, -0.0001, 0.002
Si, 5.7777, 8.6505, 11.5024, 0.0002, -0.0002, -0.0024
Si, 5.7789, 6.0656, 13.1637, -0.0001, 0.0003, -0.0027
Si, 4.6343, 9.7177, 17.6132, -0.0001, 0, 0.0003
Si, 1.0187, 3.5972, 22.1804, 0.0001, 0.0005, 0.0036
Si, 4.8946, 1.4906, 18.7983, -0.0001, -0.0001, 0.0013
Si, 3.0946, 3.1616, 9.4235, -0.0042, 0.0014, -0.007
Si, 6.4565, 10.8129, 13.7533, 0.0004, -0.0002, -0.0022
Si, 10.3517, 0.123, 15.9596, -0.0001, -0.0001, -0.0012
Si, 5.6026, 3.675, 11.0733, 0.0001, 0.0007, -0.0022
Si, 9.8245, 3.9028, 11.8943, -0.0004, 0.0006, -0.0014
Si, 2.3468, 9.9332, 15.5198, 0, -0.0002, -0.0014
Si, 6.0751, 8.1328, 19.7959, 0, 0.0001, 0.002
Si, 6.9346, 3.9728, 22.3783, -0.0001, 0.0003, 0.0031
Si, 9.7483, 2.7802, 17.3602, 0, -0.0002, 0.0002
O, 7.1818, 6.3738, 13.9561, 0, -0.0003, 0.001
O, 1.8822, 7.058, 18.6679, 0.0002, -0.0005, -0.0007
O, 10.2871, 4.0362, 16.5209, 0, 0.0002, 0.0003
O, 6.1684, 9.9743, 17.049, 0.0001, -0.0001, 0.0002
O, 10.1505, 0.7172, 14.4632, 0, 0.0001, 0.0007
O, 8.4418, 6.1235, 18.8562, 0, 0, -0.0005
O, 5.1598, 0.6794, 14.3661, -0.0004, 0.0002, 0.0011
O, 5.7106, 2.0629, 17.5179, 0.0002, 0.0001, -0.0002
O, 8.3447, 1.9414, 20.5445, 0.0002, 0, -0.001
O, 1.9894, 4.3003, 18.4013, 0, 0.0003, -0.0006
O, 6.9049, 2.8177, 10.5614, 0.0002, -0.0004, 0.0009
O, 4.8252, 2.7046, 12.1342, 0.0001, 0.0001, 0.0005
O, 6.015, 4.3913, 16.3271, -0.0001, 0, 0.0004
O, 4.4757, 3.9874, 9.9004, 0.0005, -0.0001, 0.0014
O, 10.689, 2.7728, 21.5511, -0.0004, -0.0005, -0.0016
O, 9.7022, 6.1671, 14.9771, 0, -0.0001, 0.0008
O, 6.0047, 6.4964, 19.8355, 0, -0.0001, -0.0008
O, 4.0785, 0.1785, 18.2766, 0.0001, -0.0003, -0.0004
O, 9.2623, 10.5493, 12.278, -0.0001, 0.0004, 0.0017
O, 2.8363, 4.3616, 12.6978, 0.0003, -0.0007, 0.0011
O, 1.9103, 10.7003, 21.2082, -0.0001, 0.0002, -0.0014
O, 3.9897, 2.7259, 19.3857, 0.0001, -0.0001, -0.0007
O, 0.7362, 10.0542, 15.9556, 0.0001, -0.0001, 0.0007
O, 1.2751, 9.8045, 18.8328, 0, -0.0002, -0.0007
O, 1.71, 1.665, 19.274, 0.0001, 0, -0.0007
O, 8.9428, 10.389, 16.4838, 0, -0.0001, 0.0005
O, 4.8763, 8.5933, 18.782, -0.0001, 0, -0.0006
O, 9.5818, 8.7541, 10.4832, 0.0005, 0.0006, 0.002
O, 6.7354, 4.1016, 18.8416, -0.0001, -0.0002, -0.0007
O, 2.8228, 1.724, 13.341, 0, -0.0001, 0.001
O, 5.826, 8.7784, 21.2608, -0.0003, -0.0005, -0.0019
O, 2.4617, 2.5194, 10.8075, 0.0002, -0.0013, 0.0038
O, 7.6079, 4.8488, 21.1658, 0.0001, 0.0003, -0.0017
O, 5.2192, 7.479, 12.5281, 0.0001, -0.0002, 0.0013
O, 0.4324, 9.0699, 12.4992, 0.0001, -0.0002, 0.0015
O, 7.5855, 1.057, 13.5705, -0.0001, -0.0003, 0.0012
O, 7.0989, 9.6375, 14.7372, -0.0001, 0, 0.001
O, 8.9693, 5.02, 12.7181, 0.0006, -0.0001, 0.0014
O, 8.0848, 8.0449, 16.9097, 0, 0, 0.0001
O, 6.212, 2.576, 21.8959, -0.0002, -0.0004, -0.0011
O, 2.461, 9.0663, 14.0987, 0, 0, 0.0012
O, 0.4025, 4.5048, 11.857, -0.0003, 0, 0.0009
O, 0.8157, 8.316, 20.9294, -0.0001, -0.0003, -0.0016
O, 9.3384, 3.8473, 10.3584, 0.0003, -0.0002, 0.0011
O, 9.6585, 2.3865, 12.5253, 0.0001, 0.0001, 0.0009
O, 7.6217, 8.5701, 19.3915, 0.0003, -0.0001, -0.0008
O, 2.569, 8.1861, 11.3596, -0.0001, -0.0001, 0.002
O, 3.9808, 3.0524, 15.3256, 0, -0.0001, 0.0008
O, 0.8227, 4.5032, 14.4302, 0.0001, -0.0001, 0.001
O, 10.0469, 2.9996, 18.9535, -0.0001, 0.0001, -0.0011
O, 9.1466, 7.8031, 12.9463, 0.0001, -0.0005, 0.0015
O, 10.5113, 0.5373, 20.0732, 0.0001, -0.0002, -0.0009
O, 6.0075, 5.0302, 11.9056, -0.0003, -0.0005, 0.0009
O, 8.1466, 2.7533, 17.0112, 0, 0, 0.0002
O, 3.5191, 5.4647, 16.7022, 0.0002, -0.0001, 0.0003
O, 4.6873, 9.1296, 10.3683, 0.0003, -0.0003, 0.0012
O, 1.5285, 6.6828, 13.1711, -0.0002, -0.0004, 0.0009
O, 4.7529, 5.4968, 14.32, 0.0001, -0.0003, 0.0012
O, 2.0404, 3.8566, 20.9214, 0.0003, -0.0002, -0.0016
O, 10.5407, 1.4109, 16.9497, 0.0001, -0.0001, 0.0002
O, 0.9315, 6.0729, 16.5545, -0.0001, -0.0001, 0.0003
O, 7.3354, 10.9498, 21.9295, 0, 0.0004, -0.0012
O, 5.9296, 0.9165, 19.9121, -0.0003, -0.0001, -0.001
O, 6.1152, 10.0072, 12.3713, -0.0001, 0.0002, 0.0011
O, 2.8493, 0.5551, 15.5516, 0, 0, 0.0006
O, 7.0791, 7.9726, 10.7496, -0.0009, 0.0001, 0.0017
O, 10.2428, 8.019, 18.6843, -0.0001, -0.0001, -0.0005
O, 3.4476, 9.2165, 16.5655, -0.0001, -0.0001, 0.0002

Results
free energy: -137021.985 eV
free energy less fixed offsets of B -154.04, O -568.88, Si -635.61 eV per atom: 5.145 eV

The program warned: the cutoff lies below the one the program advises for these potential files; the forces do not sum to zero within the program's tolerance; the exchange-correlation potential is rough where the density is thin.
